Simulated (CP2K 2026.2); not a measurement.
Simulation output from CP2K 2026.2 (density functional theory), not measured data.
Periodic cell of 534 atoms, Si358O176, from a study of silicon, its oxide and their interface. The atomic structure is a simulated model.
Doubt: the forces sum to 2.17 eV/angstrom along one axis rather than to zero, so they err by at least 0.0041 eV/angstrom per atom on average; the grid cutoff is modest.

Settings
functional: PBE
method: Gaussian and plane waves
basis set: DZVP-MOLOPT-SR-GTH
pseudopotentials: GTH-PBE
grid cutoff: 350 Ry, relative cutoff 50 Ry
k points: Gamma only
occupations: fixed
spin: none
net charge: 0

Cell vectors (angstrom)
a 16.32 0 0
b 0 16.32 0
c 0.5937 0.2403 35.1072

Atoms and the computed forces on them: element, x, y, z (angstrom), force x, y, z (eV/angstrom)
Si 16.316 0.128 0.13 0.24 0.127 0.672
Si 3.396 2.312 0.32 0.435 -0.221 0.385
Si 0.637 5.849 34.574 0.011 -0.07 0.82
Si 2.873 9.036 34.908 -0.312 0.088 0.54
Si 0.989 10.745 35.005 0.346 -0.165 0.527
Si 3.697 13.57 34.865 -0.223 0.046 0.748
Si 6.067 1.162 34.873 -0.233 0.621 0.452
Si 8.064 3.128 0.085 0.209 -0.115 0.748
Si 5.802 5.29 0.035 -0.091 0.212 0.77
Si 9.493 8.142 34.93 -0.26 0.059 0.717
Si 5.597 11.051 34.803 -0.417 -0.158 0.546
Si 9.456 13.284 34.859 0.01 0.337 0.717
Si 12.152 16.268 35.093 -0.258 0.163 0.765
Si 13.738 3.648 35.015 0.189 -0.133 0.812
Si 10.987 5.625 0.293 -0.01 0.02 0.548
Si 13.744 8.84 34.993 0.279 0.006 0.772
Si 11.12 10.923 0.236 0.053 -0.006 0.48
Si 13.892 13.893 0.298 -0.105 -0.197 0.581
Si 1.563 1.348 1.434 -0.012 -0.035 -0.005
Si 4.308 4.14 1.413 0.001 0.089 -0.073
Si 1.518 6.828 0.938 0.012 -0.023 -0.028
Si 3.972 9.562 1.308 -0.035 -0.023 -0.01
Si 1.454 12.252 1.124 0.012 0.076 -0.071
Si 4.255 14.834 1.162 -0.248 -0.233 0.349
Si 6.991 1.543 1.412 0.066 0.019 0
Si 9.621 4.188 1.441 -0.028 -0.008 -0.006
Si 7.05 6.951 1.122 0.033 0.012 -0.069
Si 9.728 9.489 1.41 0.001 -0.016 -0.048
Si 7.239 12.256 1.267 0.164 0.36 0.37
Si 9.788 14.9 1.044 -0.024 -0.017 -0.088
Si 12.375 1.549 1.239 0.038 -0.024 -0.06
Si 15.007 4.347 1.052 0.08 -0.012 -0.081
Si 12.364 7.035 1.472 0.018 0.025 -0.065
Si 15.016 9.497 1.153 -0.027 -0.088 -0.017
Si 12.561 12.308 1.405 -0.011 0.04 -0.011
Si 15.226 15.112 1.674 0.019 0.045 0.021
Si 0.111 2.908 2.5 -0.026 0.036 -0.005
Si 2.915 16.209 2.66 0.016 -0.026 0.007
Si 0.115 8.112 2.47 0.006 -0.026 -0.012
Si 2.848 5.584 2.515 -0.023 0.009 0.045
Si 0.26 13.571 2.713 0.043 0.003 0.052
Si 2.791 11.018 2.659 0.02 0.024 -0.011
Si 5.633 2.816 2.822 0.005 -0.047 0.012
Si 8.387 16.297 2.489 0.067 -0.038 -0.01
Si 5.58 8.256 2.493 0.018 -0.022 -0.011
Si 8.248 5.595 2.699 -0.023 0.014 0.018
Si 5.729 13.622 2.551 0.029 -0.052 -0.023
Si 8.352 10.847 2.731 0.01 0.043 0.004
Si 10.976 2.741 2.69 0.022 0.032 0.021
Si 13.753 0.26 2.728 -0.078 -0.017 0.043
Si 11.028 8.262 2.879 -0.025 -0.016 0.054
Si 13.794 5.589 2.646 0.022 0.003 -0.009
Si 11.081 13.673 2.632 -0.008 0.005 0.037
Si 13.856 10.881 2.694 0 0.007 -0.009
Si 1.494 4.214 3.904 -0.001 -0.011 -0.017
Si 4.232 1.357 4.008 -0.028 0.024 -0.015
Si 1.441 9.555 3.912 -0.007 -0.02 -0.046
Si 4.246 6.892 3.905 0.023 -0.017 0.005
Si 1.59 14.928 4.081 0.022 -0.023 0.037
Si 4.281 12.321 3.951 -0.007 0.004 -0.014
Si 6.963 4.209 4.109 0.022 0.014 0.018
Si 9.648 1.35 3.993 -0.063 -0.039 0.009
Si 6.898 9.548 4.002 0.004 -0.021 -0.027
Si 9.639 6.861 4.111 -0.015 -0.005 0.01
Si 7.025 15.009 3.941 -0.005 0.006 -0.012
Si 9.73 12.291 4.007 0.05 0.005 0.002
Si 12.4 4.16 3.962 -0.002 0.005 -0.04
Si 15.166 1.565 4.015 0.003 0.019 0.003
Si 12.456 9.623 4.11 0.007 -0.034 -0.002
Si 15.166 6.871 4.022 -0.017 0.02 0.019
Si 12.397 15.096 3.997 0.001 -0.001 -0.033
Si 15.173 12.259 4.051 -0.004 0.021 0.017
Si 16.501 16.365 10.794 0.003 -0.003 -0.008
Si 2.9 2.791 10.798 0.002 -0.007 -0.003
Si 16.485 5.496 10.816 -0.004 -0.01 0.001
Si 2.898 8.224 10.838 -0.02 -0.001 0.013
Si 0.19 10.954 10.79 0.009 -0.008 -0.006
Si 2.894 13.677 10.792 -0.002 0.01 0.003
Si 5.616 16.394 10.798 0.01 -0.007 0.002
Si 8.327 2.808 10.799 -0.022 0.009 -0.014
Si 5.625 5.511 10.812 0.014 -0.002 0
Si 8.331 8.231 10.803 0.006 0.001 -0.001
Si 5.623 10.966 10.828 0.002 0.019 0.013
Si 8.356 13.691 10.822 0.002 0.001 -0.002
Si 11.061 0.085 10.823 -0.014 0.006 0.01
Si 13.766 2.773 10.816 -0.008 0.013 0.006
Si 11.041 5.511 10.802 0.003 0.003 -0.013
Si 13.771 8.241 10.813 0.008 0.007 -0.002
Si 11.067 10.944 10.813 0.003 -0.02 -0.002
Si 13.787 13.666 10.798 0.012 0.005 -0.006
Si 1.546 1.409 12.144 0.002 0.018 0.002
Si 4.263 4.148 12.165 -0.009 -0.004 -0.001
Si 1.515 6.862 12.177 -0.005 -0.005 0.001
Si 4.265 9.603 12.187 0.011 -0.009 0.005
Si 1.541 12.31 12.157 -0.014 -0.01 -0.008
Si 4.255 15.033 12.158 0.006 0.005 0.009
Si 6.976 1.443 12.151 0.005 0.003 -0.001
Si 9.684 4.163 12.177 -0.002 0.006 0.007
Si 6.988 6.872 12.181 0.006 0.004 -0.002
Si 9.704 9.582 12.165 -0.018 -0.005 -0.007
Si 6.99 12.341 12.176 0.023 0.014 0.002
Si 9.712 15.048 12.191 0.009 -0.002 0.011
Si 12.402 1.438 12.205 0.013 0.003 0.011
Si 15.128 4.125 12.169 0 0.001 0.004
Si 12.391 6.875 12.159 -0.009 -0.014 0.004
Si 15.155 9.602 12.153 0.016 0.031 -0.003
Si 12.439 12.301 12.168 -0.011 -0.007 0.006
Si 15.144 15.006 12.172 -0.014 -0.015 0.008
Si 16.49 2.738 13.505 -0.004 -0.006 0
Si 2.905 16.391 13.527 -0.019 0.003 -0.002
Si 16.487 8.241 13.534 -0.014 -0.019 0.003
Si 2.883 5.498 13.512 -0.006 -0.001 0.01
Si 16.491 13.628 13.542 0.002 0.006 0.009
Si 2.902 10.977 13.537 -0.001 0.019 0.003
Si 5.624 2.785 13.53 0.009 0.011 0.002
Si 8.34 0.114 13.527 0.007 -0.004 0.003
Si 5.639 8.246 13.535 0.001 -0.001 0.006
Si 8.361 5.536 13.566 -0.009 -0.008 0.007
Si 5.624 13.699 13.536 0.006 -0.014 0.003
Si 8.373 10.98 13.506 0.001 -0.006 -0.016
Si 11.019 2.806 13.564 -0.01 0.006 0.006
Si 13.775 16.361 13.527 -0.008 0.012 0.002
Si 11.039 8.22 13.554 -0.007 0.02 0.005
Si 13.744 5.497 13.494 0.008 -0.003 -0.009
Si 11.092 13.675 13.524 -0.002 0.005 0.004
Si 13.813 10.944 13.532 0.004 -0.017 -0.003
Si 1.523 4.103 14.846 0.007 -0.022 -0.006
Si 4.261 1.436 14.902 0.006 -0.009 0.016
Si 1.546 9.605 14.889 -0.005 -0.02 0.005
Si 4.231 6.887 14.851 -0.001 0.019 0.009
Si 1.552 14.996 14.86 0.008 0.001 -0.007
Si 4.281 12.328 14.905 0.011 0.003 0.002
Si 6.997 4.144 14.883 0.01 -0.006 0.003
Si 9.677 1.437 14.953 -0.005 0.015 0.034
Si 7.031 9.63 14.861 0.019 -0.025 -0.032
Si 9.7 6.89 14.989 0.01 0.01 0.022
Si 6.959 15.111 14.879 -0.01 0.003 -0.001
Si 9.733 12.332 14.879 -0.008 -0.018 0.008
Si 12.393 4.175 14.898 0.002 0.031 0.005
Si 15.147 1.368 14.883 -0.004 -0.009 -0.003
Si 12.45 9.572 14.864 -0.004 -0.004 -0.004
Si 15.07 6.875 14.843 0.005 0.016 -0.012
Si 12.443 15.006 14.922 0.011 -0.005 -0.016
Si 15.146 12.274 14.957 0.003 0 0.028
Si 16.499 16.288 16.244 -0.031 0.006 0.005
Si 2.87 2.769 16.251 -0.013 0.013 0.018
Si 16.443 5.488 16.108 -0.023 0.038 -0.004
Si 2.922 8.269 16.248 0.018 -0.025 0.026
Si 16.506 10.884 16.32 -0.011 0.001 0.05
Si 2.935 13.714 16.257 0.003 0.013 0.016
Si 5.623 0.127 16.321 0.014 -0.004 0.019
Si 8.317 2.821 16.334 0.008 -0.019 -0.004
Si 5.6 5.519 16.159 -0.012 0.003 -0.002
Si 8.37 8.359 16.31 -0.042 0.037 0.041
Si 5.671 10.952 16.226 0.021 0.032 0.003
Si 8.34 13.74 16.163 0.062 0.003 -0.031
Si 11.059 16.348 16.269 -0.019 0.007 0.01
Si 13.742 2.738 16.171 0.008 -0.017 -0.01
Si 11.102 5.535 16.36 0.003 0.001 0.005
Si 13.709 8.17 16.282 0.002 -0.061 0.017
Si 11.191 11.014 16.197 -0.009 -0.003 -0.023
Si 13.816 13.677 16.331 -0.018 -0.012 -0.006
Si 1.527 1.316 17.572 0.022 0.007 -0.026
Si 4.217 4.216 17.544 0.047 0.027 -0.02
Si 1.438 6.867 17.439 -0.021 0.016 -0.067
Si 4.377 9.579 17.631 0.016 -0.035 -0.016
Si 1.634 12.286 17.581 0 -0.03 -0.047
Si 4.242 15.101 17.691 -0.021 -0.016 -0.017
Si 6.903 1.536 17.747 -0.041 -0.011 0.009
Si 9.751 4.138 17.676 0.027 -0.022 -0.035
Si 6.875 6.947 17.497 -0.035 0.012 -0.048
Si 9.882 9.75 17.604 -0.021 -0.002 0.014
Si 6.974 12.43 17.505 -0.033 0.015 -0.051
Si 9.652 15.006 17.619 0.005 0.013 -0.034
Si 12.476 1.352 17.59 0.011 0.003 -0.012
Si 15.074 4.141 17.453 -0.018 0.004 -0.023
Si 12.399 6.909 17.843 0.016 0.062 0.009
Si 15.083 9.454 17.644 0.029 0.015 -0.029
Si 12.458 12.326 17.695 -0.022 -0.001 -0.001
Si 15.24 14.934 17.732 0.047 -0.017 0.017
Si 16.434 2.75 18.719 -0.041 -0.024 0.068
Si 2.846 16.415 19.122 0.019 -0.011 0.014
Si 16.388 7.979 18.97 -0.055 -0.053 0.044
Si 2.759 5.553 18.795 -0.009 -0.005 0.065
Si 0.345 13.525 19.081 -0.027 0.032 0.059
Si 3.003 10.931 18.927 -0.024 0.04 0.064
Si 5.431 2.941 19.076 0.016 -0.021 0.037
Si 8.265 16.37 18.993 0.001 -0.006 0.007
Si 5.451 8.039 19.081 -0.113 -0.095 -0.038
Si 8.352 5.702 18.753 0.052 0.007 0.003
Si 5.567 13.628 18.966 -0.018 0.021 0.094
Si 8.474 11.215 18.8 0.493 0.45 -0.109
Si 11.071 2.623 18.992 -0.024 0.001 0.039
Si 13.873 16.349 19.019 -0.032 0.022 0.045
Si 11.063 8.459 19.221 0.08 0.006 0.088
Si 13.792 5.334 19.025 -0.031 -0.004 0.045
Si 10.984 13.625 19.047 -0.033 -0.011 -0.016
Si 13.881 10.951 19.002 0.023 -0.022 0.066
Si 1.492 4.06 20.012 0.005 0.051 -0.539
Si 3.738 1.88 20.438 0.101 -0.043 -0.7
Si 1.539 9.459 19.966 0.021 -0.019 -0.5
Si 3.591 7.173 20.254 0.144 -0.02 -0.695
Si 1.873 14.676 20.463 -0.092 0.093 -0.715
Si 4.158 12.389 20.428 0.085 -0.116 -0.653
Si 6.958 4.435 20.069 -0.281 0.094 -0.604
Si 9.998 0.944 20.292 -0.147 0.217 -0.846
Si 7.245 8.848 20.348 0.048 -0.887 -0.064
Si 9.198 7.34 20.217 -0.227 0.397 -0.496
Si 6.971 14.905 20.303 -0.054 0.099 -0.643
Si 9.264 12.72 20.474 0.159 -0.221 -0.724
Si 12.676 3.675 20.317 -0.079 0.142 -0.749
Si 15.062 1.677 20.243 -0.038 -0.226 -0.673
Si 12.637 9.807 20.614 -0.34 0.002 -0.737
Si 15.535 6.154 20.383 -0.061 0.229 -0.796
Si 12.282 15.134 20.238 0.112 -0.043 -0.671
Si 15.726 11.714 20.282 0.002 0.123 -0.808
Si 15.031 12.095 23.285 0.052 -0.021 -0.149
Si 5.032 16.244 22.568 0.069 -0.017 -0.232
Si 13.836 9.054 27.695 0.006 -0.048 0.072
Si 2.204 11.001 27.107 0.058 0.079 -0.07
Si 4.537 5.19 27.469 -0.081 -0.013 0.019
Si 16.37 16.357 22.469 0.167 -0.044 -0.181
Si 5.388 5.995 22.368 0.056 0.109 -0.168
Si 10.684 6.845 22.836 -0.042 0.109 -0.263
Si 5.444 4.434 24.908 0.067 -0.04 -0.092
Si 10.186 9.246 24.531 0.062 0.113 -0.127
Si 5.659 8.399 24.26 0.176 0.096 -0.257
Si 6.752 1.823 24.131 0.032 0.007 -0.069
Si 8.841 11.854 23.372 -0.004 0.041 -0.181
Si 10.903 8.324 27.122 0.015 0.042 -0.005
Si 10.963 4.048 22.98 0.106 -0.047 -0.317
Si 13.721 7.643 22.306 0.006 -0.092 -0.229
Si 12.414 10.797 23.533 -0.058 0.022 -0.236
Si 1.09 3.707 26.298 -0.079 -0.072 -0.008
Si 0.758 15.992 25.323 0.045 0.115 -0.051
Si 8.475 2.735 21.961 0.042 -0.139 -0.056
Si 6.803 6.599 26.354 -0.093 0.048 -0.103
Si 10.102 12.067 28.466 -0.029 0.202 0.042
Si 2.735 8.97 25.003 0.074 0.214 -0.044
Si 2.773 1.244 26.848 0.035 -0.046 0.117
Si 9.378 1.002 25.768 -0.135 0.036 -0.087
Si 10.689 12.696 25.429 -0.068 -0.153 -0.132
Si 6.181 10.855 22.526 -0.18 0.05 -0.311
Si 14.413 7.209 25.154 -0.164 0.162 -0.048
Si 5.538 11.749 30.919 0.081 -0.004 0.278
Si 4.556 15.07 26.638 -0.143 -0.047 0.1
Si 11.801 15.489 25.19 0.032 -0.027 -0.076
Si 1.622 5.724 28.312 0.006 -0.055 0.125
Si 1.748 11.708 24.288 -0.039 -0.048 -0.116
Si 1.021 6.511 25.588 0.134 0.018 0.016
Si 12.21 5.807 26.304 0.119 -0.039 -0.038
Si 15.738 11.19 28.349 -0.084 0.033 0.012
Si 3.51 13.115 28.94 0.007 0.059 0.004
Si 14.519 2.636 26.781 0.011 0.146 -0.071
Si 14.437 16.004 26.784 0.043 -0.075 -0.184
Si 1.165 14.198 30.779 -0.003 -0.004 0.174
Si 5.835 3.529 31.362 0.107 0.088 0.039
Si 8.883 14.841 29.623 0.114 -0.155 0.086
Si 6.137 6.393 32.265 -0.113 0.048 0.076
Si 8.113 2.035 32.664 -0.17 -0.047 0.25
Si 7.089 16.297 27.673 -0.009 0.117 0.013
Si 8.986 6.248 31.21 -0.092 -0.079 0.129
Si 11.679 2.948 25.576 -0.017 -0.076 -0.067
Si 13.678 14.715 22.907 0.02 -0.098 -0.174
Si 9.13 6.397 28.405 -0.049 -0.071 0.028
Si 15.882 5.583 30.457 0.109 0.048 0.168
Si 13.31 13.364 31.5 0.124 0.23 0.156
Si 14.639 9.579 30.432 -0.012 -0.162 0.132
Si 0.879 3.6 32.206 0.065 0.106 0.341
Si 3.412 2.426 32.71 -0.166 -0.103 0.023
Si 11.814 11.006 30.849 -0.081 -0.055 -0.003
Si 4.904 9.263 32.572 -0.046 -0.119 0.165
Si 15.014 13.988 29.063 0.076 -0.056 0.196
Si 2.531 15.759 32.925 0.077 0.038 0.247
Si 10.234 1.104 30.585 -0.017 0.052 0.258
Si 3.164 14.259 24.213 0.052 0.148 -0.175
Si 5.051 2.328 28.567 -0.101 -0.087 -0.02
Si 9.644 8.95 31.934 -0.064 0.036 0.225
Si 12.672 16.446 32.21 0.02 0.012 0.18
Si 8.18 10.784 30.216 0.03 0.002 0.125
Si 10.529 4.143 29.803 -0.087 0.037 0.058
Si 15.07 1.76 33.243 -0.059 0.014 0.104
Si 15.314 7.652 32.706 -0.034 0.045 0.265
Si 13.374 4.758 28.809 -0.155 -0.087 0.06
Si 8.013 13.118 31.995 -0.08 -0.099 0.277
Si 15.933 12.689 33.044 0.017 -0.028 0.178
O 1.309 16.009 33.95 -0.015 -0.133 -0.14
O 15.548 1.111 34.657 -0.409 -0.175 0.371
O 2.358 3.136 31.711 0.093 0.013 -0.696
O 3.004 2.978 34.164 -0.463 0.242 -0.076
O 16.455 7.251 33.815 0.315 0.557 -0.137
O 0.942 4.739 33.386 0.107 -0.145 -0.232
O 3.527 8.898 33.38 -0.025 -0.196 -0.664
O 6.442 11.36 0.143 0.349 -0.085 -0.145
O 14.494 12.614 32.323 -0.293 -0.187 -0.302
O 16.569 11.306 33.62 -0.311 -0.391 -0.456
O 1.959 15.434 31.451 0.258 0.329 -0.649
O 3.345 14.484 33.534 0.326 0.06 -0.425
O 6.921 1.226 33.453 0.199 -0.082 -0.494
O 5.624 15.923 35.071 -0.003 -0.385 -0.158
O 9.086 1.136 31.743 0.051 -0.281 0.156
O 9.111 2.687 33.776 0.576 0.024 -0.163
O 5.654 6.068 33.784 -0.31 0.332 -0.044
O 7.497 4.412 34.689 -0.164 -0.104 -0.585
O 9.23 8.933 33.515 -0.17 0.163 -0.068
O 7.769 6.354 32.277 0.297 -0.182 0.574
O 5.931 9.961 33.627 0.499 -0.238 -0.154
O 4.632 12.306 34.347 0.11 -0.023 -0.651
O 8.595 13.447 33.472 -0.258 0.215 -0.242
O 12.897 14.86 31.955 -0.238 -0.288 -0.053
O 11.811 0.395 33.563 -0.661 0.35 -0.333
O 13.355 15.171 34.826 -0.122 0.137 -0.122
O 14.182 3.077 33.551 -0.259 0.24 -0.687
O 12.619 4.811 34.635 0.052 0.074 -0.319
O 9.919 4.966 28.518 0.025 -0.414 -0.371
O 10.561 6.907 34.586 -0.141 -0.079 -0.445
O 1.207 6.8 27.176 0.084 0.712 0.294
O 14.013 7.977 33.62 -0.518 -0.453 -0.401
O 10.665 12.184 34.541 0.072 0.027 -0.353
O 12.699 10.058 34.555 0.023 0.052 -0.299
O 12.029 12.394 31.665 -0.559 0.026 0.552
O 15.608 13.664 34.303 0.636 0.143 0.178
O 4.228 4.863 25.897 -0.495 -0.11 -0.245
O 1.709 7.741 24.823 -0.373 -0.08 -0.171
O 5.857 2.864 25 -0.155 -0.016 0.604
O 4.296 1.175 21.815 -0.175 0.057 0.504
O 2.581 8.402 20.746 -0.088 -0.096 0.242
O 4.126 8.233 24.694 -0.14 -0.301 -0.036
O 4.022 6.419 21.629 -0.34 -0.05 0.307
O 5.721 9.958 23.801 -0.097 0.059 0.357
O 1.122 15.307 21.799 0.08 -0.237 0.255
O 14.911 15.702 22.632 -0.074 0.241 0.266
O 5.001 11.626 21.666 0.036 -0.1 0.429
O 3.038 13.55 20.876 0.067 0.189 0.435
O 6.448 5.394 21.301 0.218 0.408 0.285
O 9.715 6.565 21.572 -0.056 -0.406 0.387
O 11.167 16.222 20.762 -0.084 -0.105 0.534
O 9.331 1.393 21.719 0.005 -0.276 0.559
O 2.298 10.195 24.003 -0.146 -0.143 -0.52
O 6.997 9.746 21.676 0.22 0.114 0.314
O 9.87 7.871 23.767 -0.606 -0.027 0.238
O 7.479 9.992 19.23 -0.596 0.047 -0.579
O 6.081 15.523 21.545 -0.219 0.12 0.211
O 8.218 1.536 24.76 0.406 -0.037 -0.244
O 8.157 13.889 20.826 0.134 0.219 0.14
O 9.618 12.142 21.965 0.656 -0.251 0.082
O 11.881 4.156 21.657 -0.106 0.136 0.321
O 13.888 2.676 20.821 -0.161 0.136 0.216
O 16.104 1.269 21.449 0.229 0.146 0.059
O 14.29 13.465 23.732 -0.143 0.093 0.494
O 13.833 8.86 21.239 0.558 0.053 -0.05
O 12.098 10.684 21.917 -0.265 0.429 0.287
O 0.413 5.079 20.801 0.242 -0.047 0.47
O 14.763 6.523 21.784 -0.091 -0.219 0.342
O 16.519 11.871 23.847 0.082 0.083 0.3
O 13.001 14.341 21.478 0.302 -0.455 0.251
O 0.515 10.549 20.718 0.046 -0.092 0.305
O 15.108 12.223 21.684 -0.397 0.259 0.055
O 0.574 0.537 23.931 0.149 0.369 0.256
O 9.234 10.363 23.872 -0.029 -0.26 0.013
O 14.839 1.152 27.3 0.132 -0.142 0.438
O 2.725 12.814 23.597 0.043 -0.009 -0.283
O 2.289 2.615 26.104 0.33 0.279 -0.439
O 2.565 3.022 20.79 -0.008 0.133 0.585
O 5.623 6.4 27.466 0.093 0.321 0.582
O 6.613 7.989 25.519 0.511 0.413 0.424
O 1.816 11.977 25.878 -0.353 0.68 0.37
O 2.809 9.625 26.494 0.516 -0.424 0.553
O 1.789 14.836 24.86 -0.207 -0.226 -0.074
O 3.249 11.784 28.051 0.396 -0.362 0.084
O 7.07 2.511 22.704 -0.313 0.32 -0.097
O 3.89 15.216 23.106 -0.383 -0.257 -0.359
O 11.393 14.073 25.814 0.244 0.004 0.381
O 11.52 2.916 23.968 0.415 -0.653 -0.183
O 5.995 7.335 23.065 0.454 0.063 0.088
O 8.089 3.341 20.532 0.226 -0.073 -0.262
O 9.972 9.222 26.138 -0.525 0.141 0.442
O 7.246 11.948 23.082 -0.075 0.74 0.214
O 6.618 11.04 29.942 -0.077 -0.287 -0.759
O 5.234 3.803 27.933 0.375 0.061 -0.252
O 5.881 0.492 23.835 -0.027 -0.239 0.602
O 6.212 1.286 28.103 0.148 0.202 -0.219
O 9.297 12.849 24.578 -0.384 0.335 0.204
O 11.774 9.496 24.246 0.517 -0.256 0.041
O 14.51 10.526 27.508 -0.288 0.403 -0.549
O 15.592 15.487 25.749 -0.218 -0.488 -0.346
O 12.137 7.297 22.275 -0.196 -0.054 0.055
O 10.951 5.501 23.671 -0.063 0.151 0.942
O 15.319 6.381 31.737 -0.189 -0.289 0.038
O 1.467 4.964 25.334 0.18 -0.248 -0.401
O 14.318 8.13 26.47 0.118 0.057 0.113
O 15.832 6.516 25.1 -0.132 -0.185 -0.238
O 14.019 10.908 23.727 0.18 -0.524 0.173
O 14.163 8.045 23.798 0.25 0.703 0.071
O 15.681 12.79 28.206 0.365 -0.003 -0.644
O 11.689 11.998 24.343 0.234 0.227 -0.199
O 6.727 5.339 25.329 0.463 -0.017 -0.065
O 3.548 1.738 28.222 -0.349 -0.148 0.45
O 1.1 4.255 27.841 -0.316 -0.284 0.281
O 11.444 4.423 26.154 -0.592 0.101 0.244
O 4.664 10.499 31.525 -0.326 0.072 -0.431
O 4.609 12.751 30.069 -0.029 0.368 0.195
O 0.845 10.629 27.876 -0.038 -0.342 0.296
O 13.799 13.427 29.962 -0.362 -0.139 -0.42
O 3.999 14.371 28.012 -0.04 0.351 0.073
O 10.448 11.994 26.877 0.137 -0.251 -0.087
O 3.862 0.188 26.259 -0.005 0.014 -0.588
O 5.021 4.825 23.407 -0.494 -0.34 0.068
O 8.497 0.404 26.984 0.254 -0.008 0.246
O 10.451 2.123 26.259 0.172 0.307 0.292
O 10.119 7.693 28.384 -0.014 0.207 0.444
O 9.4 3.778 22.729 -0.316 0.53 0.368
O 8.404 9.361 30.958 -0.282 -0.247 -0.043
O 13.381 5.964 25.213 -0.036 -0.567 -0.554
O 9.624 13.585 28.877 0.098 0.14 -0.178
O 8.915 10.997 28.792 -0.409 -0.433 -0.546
O 4.246 14.066 25.41 0.381 -0.554 0.031
O 8.364 14.411 31.097 -0.235 0.442 -0.048
O 12.479 15.395 23.734 -0.343 0.135 -0.315
O 10.386 16.269 25.061 -0.166 -0.241 -0.335
O 14.593 5.465 29.543 0.025 0.362 0.025
O 15.424 8.913 31.688 0.165 0.168 -0.17
O 3.253 5.621 28.357 0.306 0.319 0.282
O 13.228 2.54 25.801 0.095 -0.028 -0.327
O 14.369 8.56 29.167 -0.075 -0.691 -0.015
O 8.269 6.492 29.768 -0.774 0.185 -0.211
O 14.383 15.046 28.057 -0.231 0.159 0.259
O 16.364 4.139 30.957 -0.315 -0.443 -0.282
O 16.465 2.211 32.586 0.203 -0.481 -0.398
O 2.136 13.486 29.709 -0.224 -0.317 -0.215
O 3.413 0.797 32.734 0.565 -0.002 -0.125
O 13.206 10.196 30.81 -0.167 -0.13 0.099
O 15.883 3.174 26.06 0.053 -0.232 -0.285
O 5.273 2.647 30.131 -0.192 -0.096 -0.088
O 0.87 6.183 29.678 0.154 0.276 0.033
O 16.15 14.675 29.998 -0.134 0.306 0.249
O 15.589 10.779 29.909 0.305 0.22 0.455
O 7.367 3.138 31.717 0.21 0.246 -0.42
O 4.902 2.995 32.555 0.063 0.155 0.454
O 11.764 0.85 31.083 0.096 0.266 -0.456
O 1.378 0.386 26.665 -0.257 -0.186 0.495
O 8.225 6.518 27.087 0.217 0.04 -0.172
O 5.681 5.16 31.273 -0.116 0.098 -0.612
O 9.882 16.121 29.682 0.126 -0.139 -0.557
O 10.194 2.547 29.815 -0.116 0.034 -0.151
O 6.14 15.378 26.734 0.306 -0.117 -0.221
O 7.526 15.341 28.892 -0.245 -0.355 -0.045
O 6.426 12.669 31.974 -0.426 0.155 0.125
O 5.522 7.88 31.933 0.165 -0.069 -0.298
O 12.949 16.089 26.154 -0.261 0.045 0.228
O 14.167 0.773 32.336 0.174 -0.185 -0.468
O 12.824 5.881 27.793 -0.157 0.524 0.34
O 11.263 7.084 26.15 -0.426 -0.198 -0.381
O 9.849 4.864 31.114 0.22 -0.184 0.482
O 10.042 7.43 31.545 0.715 -0.136 -0.194
O 14.028 3.511 28.033 0.067 -0.224 0.13
O 12.151 4.298 29.771 0.174 -0.353 0.134
O 8.772 11.875 31.281 0.533 -0.239 -0.093
O 11.333 11.497 29.37 0.359 0.022 -0.174
O 10.823 10.004 31.638 0.17 -0.023 0.126
O 12.214 9.114 27.642 -0.352 0.369 0.305
O 0.72 13.247 32.013 0.261 -0.42 0.22
Si 0.19 0.086 5.315 0.03 0.013 -0.034
Si 2.847 2.793 5.283 -0.015 0.006 -0.005
Si 0.19 5.513 5.373 0.027 -0.018 -0.012
Si 2.874 8.247 5.282 0.021 -0.007 -0.015
Si 0.178 10.888 5.393 -0.006 -0.02 0.013
Si 2.97 13.627 5.416 -0.018 -0.022 0.003
Si 5.651 0.042 5.341 0.001 -0.033 -0.015
Si 8.337 2.774 5.367 0.014 -0.017 -0.011
Si 5.552 5.557 5.378 -0.026 0.026 0.005
Si 8.271 8.238 5.41 -0.021 -0.004 -0.006
Si 5.589 10.946 5.35 0.005 0.011 0.011
Si 8.35 13.655 5.347 -0.005 0.011 -0.001
Si 11.031 0.066 5.393 0.013 0.019 0.005
Si 13.769 2.852 5.382 0.006 0.001 -0.015
Si 11.051 5.486 5.38 0.004 -0.002 0.019
Si 13.806 8.217 5.404 -0.001 0.026 0.006
Si 11.08 10.987 5.421 -0.026 -0.006 0.003
Si 13.78 13.694 5.326 -0.008 -0.031 -0.016
Si 1.528 1.441 6.698 0.011 0.009 -0.009
Si 4.207 4.143 6.689 0.005 0.007 -0.005
Si 1.56 6.88 6.705 -0.018 0.004 -0.008
Si 4.225 9.586 6.697 -0.026 0.025 0.004
Si 1.562 12.264 6.724 0.05 -0.013 0.006
Si 4.304 15.023 6.741 -0.006 -0.006 0.006
Si 6.971 1.424 6.72 -0.012 0.03 0
Si 9.706 4.118 6.736 0.012 -0.018 0
Si 6.926 6.881 6.762 0.008 -0.016 0.001
Si 9.68 9.606 6.733 0.003 0.002 -0.015
Si 6.975 12.301 6.707 -0.01 0.006 -0.007
Si 9.683 15.018 6.741 0.017 -0.007 0.007
Si 12.415 1.446 6.718 -0.01 0 -0.003
Si 15.135 4.179 6.748 -0.008 0.016 0.015
Si 12.413 6.858 6.733 0.017 -0.01 -0.005
Si 15.142 9.572 6.776 0.005 -0.002 0
Si 12.439 12.356 6.746 0.001 0.016 -0.003
Si 15.143 15.051 6.686 -0.003 -0.005 -0.004
Si 0.169 2.786 8.085 -0.01 -0.017 0.003
Si 2.907 0.08 8.056 0.02 0.02 -0.003
Si 0.197 8.211 8.103 0.006 0.017 0.015
Si 2.89 5.51 8.084 -0.005 -0.009 -0.003
Si 0.188 13.669 8.039 -0.008 -0.002 -0.019
Si 2.905 10.93 8.104 -0.006 -0.017 0.01
Si 5.594 2.796 8.055 -0.004 -0.023 -0.001
Si 8.332 0.075 8.091 -0.011 -0.003 -0.003
Si 5.581 8.25 8.103 0.005 -0.005 -0.001
Si 8.323 5.5 8.069 -0.021 0.008 -0.016
Si 5.642 13.659 8.1 0.006 0.012 0.006
Si 8.331 10.963 8.098 0.007 0.009 0.001
Si 11.064 2.782 8.105 -0.001 0.02 0.005
Si 13.778 0.072 8.069 0.002 -0.005 0
Si 11.046 8.231 8.079 0.003 -0.01 -0.01
Si 13.772 5.52 8.112 0 0.001 0.006
Si 11.059 13.685 8.109 0.007 0 0.009
Si 13.782 10.963 8.094 0.004 -0.012 0
Si 1.528 4.15 9.444 0.001 0.016 0.004
Si 4.256 1.434 9.432 -0.008 0.012 0.008
Si 1.551 9.574 9.462 0.01 -0.001 -0.005
Si 4.247 6.868 9.462 0 0.006 0.007
Si 1.543 15.027 9.41 -0.001 -0.005 -0.007
Si 4.265 12.306 9.451 0.002 -0.012 0.003
Si 6.961 4.15 9.428 0.009 -0.008 -0.006
Si 9.695 1.432 9.458 0.018 0.001 0.006
Si 6.964 9.604 9.455 -0.012 -0.004 -0.001
Si 9.681 6.866 9.434 0.002 -0.016 -0.011
Si 6.989 15.032 9.456 0.001 -0.002 0.004
Si 9.703 12.315 9.463 -0.008 0.005 0.006
Si 12.416 4.147 9.461 0.007 -0.007 0.004
Si 15.132 1.419 9.447 -0.007 0.002 0.016
Si 12.415 9.594 9.438 -0.009 0.017 0.003
Si 15.136 6.871 9.466 -0.005 -0.013 0.001
Si 12.423 15.047 9.456 -0.006 0.002 0.011
Si 15.155 12.322 9.431 -0.006 -0.006 -0.007

Results
total energy: -115455.990 eV
total energy less fixed offsets of O -438.35, Si -107.03 eV per atom: 10.350 eV
